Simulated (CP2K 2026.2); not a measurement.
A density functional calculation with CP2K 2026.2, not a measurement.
Periodic cell of 517 atoms, Si360O157, from a study of silicon, its oxide and their interface. The atomic structure is a simulated model.
Doubt: the forces sum to 1.60 eV/angstrom along one axis rather than to zero, so they err by at least 0.0031 eV/angstrom per atom on average; the grid cutoff is modest.

Settings: functional PBE; method Gaussian and plane waves; basis set DZVP-MOLOPT-SR-GTH; pseudopotentials GTH-PBE; grid cutoff 300 Ry, relative cutoff 40 Ry; k points Gamma only; occupations fixed; spin none; net charge 0.

Cell vectors (angstrom)
a	16.32	0	0
b	0	16.32	0
c	-0.8444	-5.7002	34.1656

Atoms and the computed forces on them: element, x, y, z (angstrom), force x, y, z (eV/angstrom)
Si	0.531	0.564	1.618	0.017	0.074	0.008
Si	-9.163	7.378	-3.371	0.063	0.042	0.023
Si	3.35	5.736	-5.972	-0.065	-0.065	0.018
Si	-3.717	6.706	-2.375	0.149	-0.031	-0.069
Si	-0.619	-5.869	1.58	-0.078	-0.142	0.58
Si	-0.328	-1.717	-7.242	0.047	-0.034	-0.126
Si	2.608	0.974	-3.766	0.004	0.046	-0.071
Si	0.872	-2.783	25.093	0.147	-0.69	-0.351
Si	2.272	2.306	1.517	-0.232	-0.114	0.474
Si	-9.366	7.324	-0.44	0.427	0.372	0.373
Si	2.448	8.006	1.389	0.165	0.102	0.719
Si	-5.063	-4.887	1.626	0.281	0.167	0.497
Si	-1.372	-5.221	-1.319	-0.003	-0.001	0.22
Si	-4.836	0.306	1.541	-0.002	0.021	-0.054
Si	-5.486	-2.219	25.774	0.158	0.008	-0.046
Si	-3.162	-7.594	-0.508	0.322	0.15	0.687
Si	-8.201	-6.122	-2.657	0.024	0.038	0.075
Si	0.661	-4.382	-3.21	0.098	-0.106	0.088
Si	-2.418	-2.502	-0.387	-0.223	-0.348	0.562
Si	3.233	3.981	-0.964	-0.037	-0.144	0.137
Si	0.245	5.749	1.224	-0.264	-0.244	0.736
Si	-1.491	5.397	-4.006	0.061	0.089	0.036
Si	2.047	-1.352	-5.54	0.059	-0.007	0.009
Si	3.054	-2.41	1.507	-0.143	-0.063	0.703
Si	5.163	-0.146	1.554	0.133	-0.029	0.715
Si	-7.781	2.971	1.49	0.271	0.179	0.441
Si	5.073	5.487	1.028	-0.275	0.441	0.423
Si	-7.845	8.406	1.023	-0.029	-0.011	-0.1
Si	-8.404	-4.22	-5.082	0.119	-0.016	0.067
Si	-8.564	-3.045	1.52	-0.147	-0.236	0.527
Si	-4.016	-1.411	2.884	0.014	-0.05	-0.012
Si	-3.165	2.06	1.523	-0.164	-0.067	0.512
Si	-6.134	4.767	1.209	-0.058	-0.052	0.079
Si	-2.305	8.747	1.63	0.009	0.027	-0.003
Si	-6.195	9.564	-0.391	-0.42	-0.179	0.46
Si	-1.496	-4.146	2.888	0.047	-0.012	-0.038
Si	-1.329	1.357	2.823	0.038	-0.026	-0.009
Si	1.294	4.122	2.657	-0.01	0	-0.028
Si	-1.363	6.833	2.608	0.022	-0.019	-0.038
Si	1.27	9.555	2.674	-0.013	0.012	-0.042
Si	-3.256	-3.255	1.631	-0.028	-0.007	0.013
Si	1.418	-1.283	2.803	0.022	-0.03	-0.049
Si	3.972	1.347	2.867	-0.029	0.027	-0.053
Si	6.788	3.816	2.813	0.416	-0.051	0.37
Si	4.08	6.875	2.642	-0.008	-0.055	-0.109
Si	7.027	9.637	2.533	-0.058	-0.016	-0.07
Si	4.229	12.295	2.72	-0.048	-0.014	-0.057
Si	-9.568	-1.359	2.804	-0.006	0.01	-0.054
Si	-6.67	1.287	2.687	-0.05	-0.031	-0.025
Si	-4.226	3.956	2.507	-0.037	0.075	-0.062
Si	-6.885	6.722	2.437	0.045	0.003	-0.048
Si	-4.084	-6.678	2.848	-0.015	0.041	-0.022
Si	-6.805	-3.94	2.85	-0.036	0.01	0.018
Si	-4.72	-0.451	-0.705	0.012	0.325	0.745
Si	-2.587	-0.087	4.188	-0.037	0.023	-0.003
Si	-0.063	2.836	4.124	0.039	-0.011	-0.034
Si	-2.805	5.405	3.86	0.004	-0.024	-0.043
Si	0.013	8.116	4.086	-0.055	-0.009	-0.023
Si	-2.774	-5.44	4.342	-0.01	0.012	-0.046
Si	-0.01	-2.709	4.048	-0.003	0.027	0.018
Si	2.704	-0.011	4.274	-0.015	-0.034	0.009
Si	5.438	2.583	4.231	-0.021	-0.003	0.023
Si	2.769	5.419	4.007	-0.013	0.025	-0.002
Si	5.53	8.265	3.886	0.051	-0.014	-0.017
Si	2.742	10.907	3.962	0.009	0	-0.014
Si	5.448	-2.7	4.22	-0.018	0.021	-0.004
Si	-8.114	-0.015	4.058	0	0.019	0.003
Si	-5.43	2.697	4.102	0.002	0.001	-0.024
Si	-8.278	5.496	3.957	0.008	-0.074	-0.062
Si	-5.484	8.068	3.92	-0.028	-0.01	-0.026
Si	-8.072	-5.448	4.121	-0.022	0.017	-0.03
Si	-5.483	-2.614	4.248	0.003	-0.007	-0.031
Si	-1.283	-1.411	5.552	0.032	-0.016	0.017
Si	1.311	1.431	5.485	0.002	-0.047	-0.018
Si	-1.448	4.169	5.406	-0.034	0.01	0.014
Si	1.405	6.77	5.409	0.034	-0.02	-0.012
Si	-1.342	9.454	5.504	0.01	-0.032	-0.006
Si	1.385	12.24	5.377	-0.028	-0.003	0.01
Si	4.086	-1.368	5.581	0.02	0.005	0.012
Si	6.842	1.264	5.512	0.025	-0.015	0.02
Si	4.091	4.078	5.438	-0.015	0.019	-0.001
Si	-9.546	6.87	5.361	-0.022	0.002	0.018
Si	4.114	9.541	5.316	0.012	-0.018	0.013
Si	-9.482	12.215	5.48	-0.002	0.03	-0.024
Si	-6.839	-1.296	5.558	-0.01	0.012	0.009
Si	-4.033	1.342	5.439	-0.025	-0.019	-0.005
Si	-6.861	4.105	5.351	-0.01	-0.001	-0.036
Si	-4.103	6.759	5.316	0.028	0.021	0.006
Si	-6.76	-6.877	5.408	0.047	0	0.007
Si	-4.138	-4.031	5.58	0.024	-0.005	0.009
Si	0.02	0.028	6.862	-0.02	-0.016	0.02
Si	2.718	2.75	6.819	0.005	-0.018	0
Si	-0.016	5.463	6.77	-0.017	0.004	0.004
Si	2.77	8.167	6.725	-0.014	0.005	0
Si	0.039	10.867	6.781	0.004	0.039	-0.029
Si	2.698	-2.755	6.84	-0.021	0.005	0.007
Si	5.473	-0.037	6.902	0.024	-0.002	0.014
Si	-8.16	2.739	6.783	0.015	-0.016	-0.01
Si	-10.877	5.48	6.75	0.015	0.012	0
Si	-8.165	8.151	6.774	-0.012	0.02	0.003
Si	-10.888	10.863	6.78	-0.015	-0.003	0.01
Si	8.154	-2.729	6.859	-0.002	-0.011	0.013
Si	-5.42	0.048	6.842	0	-0.003	0.011
Si	-2.724	2.747	6.792	0.014	-0.004	0
Si	-5.465	5.433	6.726	0.027	0.025	-0.007
Si	-2.748	8.088	6.775	-0.036	-0.015	0.015
Si	-5.464	-5.489	6.834	0.003	0	-0.01
Si	-2.71	-2.716	6.884	0	0.018	0.016
Si	-1.361	1.349	13.621	0.004	-0.032	0.003
Si	1.382	4.084	13.615	-0.001	0.013	0.004
Si	-1.353	6.81	13.578	-0.013	0.016	-0.005
Si	1.372	9.502	13.585	0.012	-0.005	0
Si	-1.382	-4.072	13.581	0.001	0.015	0
Si	1.334	-1.376	13.59	0.008	-0.014	-0.002
Si	4.081	1.388	13.573	-0.012	0.004	-0.004
Si	-9.509	4.08	13.605	0.009	-0.017	-0.015
Si	4.104	6.77	13.613	0.01	-0.013	-0.006
Si	-9.517	9.489	13.635	-0.014	0.002	0.003
Si	4.066	-4.096	13.601	-0.015	0.01	-0.009
Si	6.821	-1.358	13.592	0.013	0.001	0.007
Si	-6.805	1.369	13.613	-0.018	0.007	-0.011
Si	-4.08	4.072	13.605	0.006	-0.002	0.004
Si	-6.811	6.81	13.602	-0.004	0.01	-0.004
Si	-4.079	9.531	13.592	0.018	-0.005	-0.005
Si	-6.786	-4.085	13.615	0.02	-0.01	0.008
Si	-4.091	-1.346	13.606	-0.011	0.013	-0.003
Si	-2.75	0.009	14.989	0.012	0.007	0.008
Si	0.017	2.712	14.96	0.004	0.008	0.006
Si	-2.703	5.443	14.925	0.001	0.004	-0.013
Si	0.003	8.161	14.946	-0.005	-0.007	-0.009
Si	-2.735	-5.412	14.958	0	0	-0.01
Si	-0.044	-2.723	14.958	0.004	0.008	-0.005
Si	2.705	0.016	14.891	-0.009	-0.017	-0.013
Si	5.445	2.723	14.958	0.018	0.011	0.004
Si	2.772	5.411	15	0.004	-0.005	0.007
Si	5.462	8.1	15.001	0.023	-0.007	-0.001
Si	2.708	10.858	14.961	-0.006	0.014	0.002
Si	5.448	-2.728	14.918	-0.016	-0.002	-0.021
Si	-8.155	0.002	14.975	0.003	-0.001	-0.001
Si	-5.441	2.72	14.979	-0.003	-0.011	-0.006
Si	-8.148	5.438	14.97	-0.012	0.008	-0.015
Si	-5.449	8.177	14.944	-0.02	0.002	-0.008
Si	-8.145	-5.457	14.973	-0.004	0	0
Si	-5.447	-2.692	14.98	-0.009	0.003	0.009
Si	-1.397	-1.358	16.34	-0.009	-0.034	0.006
Si	1.393	1.348	16.309	0.017	-0.032	0.02
Si	-1.371	4.068	16.287	0.015	0.028	0.002
Si	1.358	6.776	16.29	-0.019	0.029	-0.006
Si	-1.341	-6.758	16.29	0.006	-0.001	-0.006
Si	1.296	-4.116	16.296	-0.022	-0.016	-0.012
Si	4.071	-1.34	16.209	0.005	-0.008	-0.016
Si	-9.543	1.348	16.312	-0.022	-0.027	0.02
Si	4.153	4.059	16.402	-0.017	0.027	-0.003
Si	-9.498	6.731	16.398	-0.012	-0.001	0.008
Si	4.09	9.489	16.301	-0.02	0.03	0
Si	-9.513	-4.068	16.29	0.017	-0.012	-0.016
Si	-6.793	-1.329	16.367	-0.004	-0.002	0.015
Si	-4.112	1.364	16.375	0.009	-0.018	0.007
Si	-6.77	4.111	16.329	-0.014	0.023	0.018
Si	-4.068	6.81	16.251	0.026	0.006	-0.031
Si	-6.802	9.494	16.356	0.005	-0.006	-0.021
Si	-4.093	-4.05	16.338	0.022	0.015	-0.004
Si	-0.036	0.04	17.647	0.022	-0.03	0.026
Si	2.823	2.617	17.703	0.015	0.002	-0.013
Si	0.041	5.363	17.633	-0.012	0.036	-0.014
Si	2.669	8.176	17.639	0.004	-0.018	-0.047
Si	-0.047	-5.428	17.753	-0.003	0.028	-0.029
Si	2.695	-2.701	17.498	0.004	-0.024	-0.01
Si	5.39	-0.043	17.643	-0.004	-0.006	-0.044
Si	-8.167	2.734	17.617	0.024	-0.012	0.01
Si	5.507	5.388	17.854	-0.001	-0.001	0.005
Si	-8.098	8.063	17.742	0.02	-0.003	-0.012
Si	5.503	10.829	17.62	0.005	-0.021	0.009
Si	-8.211	-2.674	17.678	-0.033	-0.003	-0.041
Si	-5.435	-0.004	17.794	0.013	-0.005	-0.002
Si	-2.76	2.781	17.685	-0.019	-0.004	-0.03
Si	-5.359	5.476	17.671	0.002	-0.032	-0.007
Si	-2.716	-8.135	17.566	0.002	0.008	-0.006
Si	-5.489	-5.385	17.676	0.049	0.014	0.018
Si	-2.728	-2.724	17.75	0.022	0.004	0.008
Si	-1.401	1.439	19.001	0.015	-0.029	0.059
Si	1.41	3.942	18.977	-0.037	0.018	0.078
Si	-1.352	6.792	18.855	0.023	-0.01	0.052
Si	1.347	-6.801	19.069	0.018	-0.029	0.019
Si	-1.403	-4.067	19.18	-0.011	0.024	-0.006
Si	1.347	-1.386	18.882	-0.021	-0.011	0.009
Si	4.147	1.255	19.157	0.035	0.016	0.013
Si	-9.375	3.975	19.215	0.007	-0.008	0.03
Si	3.991	6.826	19.005	-0.025	-0.066	0.058
Si	-9.45	9.465	19.028	-0.008	0.024	0.034
Si	4.066	-4.063	18.785	-0.001	0.003	0.009
Si	6.738	-1.325	19.052	0.035	0.033	-0.032
Si	-6.864	1.413	19.041	-0.018	0.042	-0.023
Si	-4.06	4.14	19.12	-0.036	-0.033	-0.001
Si	-6.666	6.756	19.138	-0.086	0.028	0.029
Si	-4.045	-6.745	18.916	0.037	-0.001	0.025
Si	-6.89	-4.022	19.037	0.006	-0.027	0.02
Si	-5.615	-2.655	20.474	0.003	0.025	-0.037
Si	-0.837	-0.861	21.638	-0.041	0.015	-0.007
Si	0.008	2.687	20.425	0.027	-0.005	-0.031
Si	-2.637	5.563	20.382	-0.024	0.047	0.082
Si	-0.051	8.079	20.305	0.063	-0.009	0.005
Si	-2.844	-5.446	20.479	-0.026	0.053	-0.026
Si	0.053	-2.641	20.387	-0.015	-0.01	0.036
Si	2.624	-0.124	20.375	-0.002	-0.024	0.111
Si	5.958	2.166	20.479	0.2	-0.174	-0.489
Si	2.679	5.382	20.311	-0.365	0.319	-0.329
Si	5.224	8.342	20.277	-0.002	0.054	0.048
Si	2.7	-5.271	20.237	-0.044	0.036	0.039
Si	5.321	-2.776	20.27	0.011	0.003	0.095
Si	-8.522	0.342	20.362	-0.021	0.002	-0.018
Si	-5.827	3.126	20.342	-0.115	0.124	-0.488
Si	-7.465	4.883	20.377	-0.005	-0.028	-0.003
Si	-5.312	-8.048	20.37	-0.021	-0.012	0.07
Si	-8.173	-5.444	20.43	0.038	-0.008	-0.019
Si	-4.068	-1.394	19.169	-0.03	0.064	0.017
Si	-2.643	0.046	20.427	0.324	-0.38	-0.312
Si	0.888	0.852	21.679	-0.007	0.002	0.02
Si	-0.836	4.595	21.558	0.153	0.136	-0.517
Si	0.898	6.28	21.529	-0.056	-0.014	-0.013
Si	-1.755	-7.252	21.594	-0.267	-0.12	-0.447
Si	1.747	-3.671	21.642	0.049	0.055	-0.029
Si	3.537	-1.952	21.575	-0.265	-0.228	-0.602
Si	-8.135	3.81	25.062	-0.041	0.111	-0.039
Si	4.336	6.036	24.323	-0.007	-0.053	-0.148
Si	-10.355	7.423	22.209	-0.217	0.155	-0.616
Si	4.474	-6.096	21.464	0.111	0.185	-0.563
Si	6.29	-4.494	21.527	-0.002	0.034	0.087
Si	-6.955	-0.974	21.651	-0.103	0.043	-0.675
Si	-4.797	1.247	22.441	0.012	0.082	-0.082
Si	-8.186	5.462	22.515	0.385	-0.045	-0.454
Si	-3.524	7.396	21.627	0.029	0.026	-0.046
Si	-6.347	-6.351	21.653	0.166	0.198	-0.479
Si	-4.705	-4.519	21.732	-0.005	-0.03	0.063
Si	-3.701	-4.014	23.8	-0.329	-0.143	-0.535
Si	-2.023	2.461	-4.106	0.001	-0.06	0.033
Si	-3.807	0.251	25.068	0.028	-0.003	-0.038
Si	-9.282	3.143	-5.272	-0.079	-0.064	0.08
Si	1.134	2.069	26.463	0.129	-0.09	-0.059
Si	2.016	-2.426	-1.217	-0.022	-0.108	0.111
Si	4.106	-6.722	-6.276	-0.032	0.012	0.095
Si	-4.621	-7.967	-4.775	0.08	0.073	-0.105
Si	-5.459	-0.205	-7.019	0.095	-0.108	-0.001
Si	-8.632	0.852	25.935	-0.003	0.021	0.086
Si	-9.18	-1.645	-3.663	0.056	-0.005	0.051
Si	4.197	3.634	22.49	0.018	-0.044	-0.054
Si	-7.919	-8.045	23.594	0.05	0.038	-0.062
Si	2.029	1.592	23.594	-0.312	-0.251	-0.508
Si	-5.774	-3.224	-6.461	0.129	0.026	-0.008
Si	-3.719	7.053	23.913	0.01	0.15	-0.617
Si	4.71	-2.752	-2.612	-0.072	-0.12	0.002
Si	-1.218	5.286	24.46	0.056	-0.055	-0.199
Si	-10.129	-4.06	23.824	0.033	-0.126	-0.691
Si	-7.648	-1.409	-1.075	-0.131	-0.045	0.201
Si	-0.051	-0.426	-0.361	0.059	0.22	0.569
Si	1.332	-4.692	23.789	0.105	0.041	0.066
Si	5.163	2.38	-2.881	-0.067	0.052	0.09
Si	-6.516	3.999	-3.906	-0.036	-0.036	-0.014
Si	-0.466	-6.89	-7.044	0.136	0.088	-0.062
Si	-3.611	2.236	-1.381	0.108	-0.234	0.064
Si	-5.66	4.649	-1.131	-0.271	0.026	0.619
Si	4.217	0.177	-7.044	-0.023	0.058	-0.055
Si	-3.701	-5.16	-5.782	-0.084	-0.015	-0.114
Si	0.164	-6.776	24.084	0.206	0.504	-0.155
Si	3.574	-5.308	24.186	-0.736	0.209	-0.21
Si	-6.903	6.621	-5.277	-0.017	0.062	0.015
Si	-1.66	-1.684	23.656	0.219	0.205	-0.616
Si	0.333	4.649	-1.672	0.007	0.047	0.036
Si	3.157	-4.22	-4.755	-0.051	0.027	0.042
Si	4.145	7.588	-3.866	-0.049	-0.016	-0.087
Si	-0.712	-4.319	-5.751	0.023	0.055	-0.111
Si	-9.409	0.16	-5.908	0.042	0.084	-0.046
Si	-4.588	2.23	-5.516	-0.045	0.062	-0.031
Si	6.062	11.497	1.424	0.094	0.031	-0.01
Si	-9.758	-5.629	-7.444	0.049	0.029	-0.067
Si	4.166	-7.506	-1.134	-0.011	-0.067	0.03
Si	-3.658	-6.512	25.551	0.057	-0.088	-0.123
Si	-9.32	1.262	-0.599	-0.029	0.049	0.133
Si	-10.589	-5.029	-0.878	0.017	0.023	0.608
Si	0.045	1.657	-2.441	0.071	-0.007	-0.042
Si	-2.302	7.264	-6.31	0.024	-0.118	-0.012
Si	-5.625	5.563	25.659	0.005	0.044	0.03
Si	-10.319	5.368	-7.287	-0.074	-0.068	-0.006
Si	2.751	2.652	-6.337	0.034	-0.035	-0.061
Si	-8.142	-1.826	24.376	0.004	-0.035	0.003
Si	3.481	-1.009	24.424	-0.007	0.007	-0.114
Si	1.357	6.737	23.778	-0.212	-0.074	-0.623
Si	-8.773	-6.217	25.7	-0.033	0.033	-0.095
Si	-1.373	1.388	8.175	-0.007	-0.013	0.008
Si	1.337	4.098	8.154	-0.01	-0.006	0.001
Si	-1.367	6.788	8.163	0.011	0.009	0.003
Si	1.404	9.508	8.127	0.006	-0.011	-0.004
Si	-1.331	-4.108	8.171	-0.02	-0.003	-0.002
Si	1.37	-1.359	8.198	0.014	0.014	0.005
Si	4.085	1.376	8.176	-0.002	0.005	-0.008
Si	-9.526	4.105	8.125	-0.003	0.02	0.001
Si	4.091	6.816	8.129	-0.008	-0.002	0.002
Si	-9.524	9.508	8.142	0.016	0	0.011
Si	4.079	-4.114	8.175	0.001	0.006	-0.003
Si	6.809	-1.398	8.248	-0.011	-0.004	0.005
Si	-6.791	1.405	8.176	0.014	-0.002	0.005
Si	-4.103	4.096	8.136	-0.021	-0.033	-0.006
Si	-6.799	6.79	8.126	-0.013	0.008	0
Si	-4.073	-6.84	8.156	0.016	0.004	0.01
Si	-6.811	-4.109	8.19	-0.008	0.001	0.006
Si	-4.079	-1.335	8.198	0.011	0.001	0.012
Si	-2.724	0.026	9.542	-0.03	0.019	0
Si	-0.001	2.732	9.53	0.007	-0.014	-0.002
Si	-2.727	5.429	9.52	0.019	0.004	-0.003
Si	0.014	8.163	9.493	-0.009	0.009	0.005
Si	-2.708	-5.466	9.511	0.017	-0.011	0.007
Si	-0.002	-2.726	9.537	-0.007	0.006	-0.006
Si	2.736	0.003	9.542	0.014	-0.025	0.004
Si	-10.873	2.746	9.511	-0.01	-0.002	-0.004
Si	2.72	5.459	9.489	-0.005	0.024	-0.004
Si	-10.873	8.152	9.511	-0.002	-0.007	-0.007
Si	2.729	-5.471	9.535	0	-0.002	0.001
Si	5.427	-2.758	9.565	0.002	0.014	0.01
Si	-8.138	0.012	9.535	-0.011	-0.02	-0.009
Si	-5.434	2.749	9.537	-0.014	0.019	0.016
Si	-8.155	5.44	9.5	0.018	-0.012	0.006
Si	-5.449	8.142	9.515	0.001	0.002	-0.011
Si	-8.182	-5.457	9.534	-0.019	0.019	0.001
Si	-5.44	-2.727	9.523	0.023	-0.009	-0.011
Si	-1.371	-1.356	10.88	0.001	0.005	-0.009
Si	1.355	1.362	10.885	-0.008	0.008	0.001
Si	-1.36	4.081	10.894	-0.004	-0.021	0.012
Si	1.369	6.802	10.866	0.005	-0.011	-0.006
Si	-1.345	9.512	10.873	-0.002	0.01	-0.001
Si	1.363	-4.094	10.88	0.007	0.003	-0.002
Si	4.082	-1.364	10.905	-0.006	0.002	0.009
Si	-9.515	1.375	10.873	0.008	0.009	0.003
Si	-12.241	4.1	10.86	-0.01	0.002	-0.007
Si	-9.512	6.795	10.868	-0.01	0.008	-0.003
Si	-12.227	9.494	10.891	0.013	0.002	0.002
Si	6.794	-4.11	10.919	-0.008	-0.017	0.007
Si	-6.789	-1.361	10.891	0.008	0.001	-0.004
Si	-4.083	1.379	10.898	0.007	-0.016	0.002
Si	-6.804	4.095	10.886	0.003	-0.002	0.004
Si	-4.086	6.792	10.881	-0.005	0.008	-0.001
Si	-6.804	9.51	10.879	-0.01	0.003	-0.001
Si	-4.073	-4.089	10.865	0.001	0.007	-0.003
Si	-0.014	-0.003	12.239	-0.003	-0.018	0.002
Si	2.72	2.74	12.22	0.01	-0.005	-0.012
Si	0.019	5.445	12.24	0.01	0.03	-0.003
Si	2.737	8.133	12.247	-0.005	0.009	-0.003
Si	0	10.875	12.244	-0.012	0	0.008
Si	2.71	-2.732	12.244	-0.005	0.003	0.001
Si	5.455	0.011	12.241	0.004	-0.008	0
Si	-8.157	2.725	12.243	0.003	-0.001	-0.005
Si	-10.866	5.433	12.232	-0.007	0.002	-0.005
Si	-8.166	8.156	12.238	0.011	-0.002	-0.002
Si	-10.884	10.845	12.273	-0.011	-0.006	0.012
Si	8.173	-2.73	12.246	-0.021	0	-0.006
Si	-5.444	0.012	12.251	0.014	-0.004	-0.003
Si	-2.712	2.719	12.258	0.002	0.006	0.005
Si	-5.444	5.442	12.254	-0.011	-0.004	0.007
Si	-2.721	8.164	12.227	0.014	-0.01	-0.001
Si	-5.438	-5.437	12.23	0.01	0.008	-0.006
Si	-2.739	-2.711	12.232	0.002	-0.003	-0.006
O	-3.736	-5.521	-7.362	0.538	-0.298	-0.231
O	-7.674	-1.832	22.832	0.027	-0.335	-0.028
O	-2.675	2.108	-0.057	0.503	0.022	-0.27
O	1.379	6.876	0.884	0.011	0.025	-0.254
O	0.984	-3.334	-2.038	-0.38	0.066	0.233
O	-0.602	-3.303	-7.006	-0.152	-0.176	-0.381
O	4.119	-1.27	0.955	0.111	0.068	-0.384
O	2.765	2.755	0	0.038	-0.401	-0.231
O	-9.864	5.987	0.327	0.338	-0.251	0.195
O	-8.303	0.037	-0.818	-0.145	0.299	-0.031
O	-3.49	-1.47	-1.03	-0.142	0.047	-0.22
O	-10.79	4.124	1.763	-0.197	-0.379	-0.129
O	-8.917	-7.346	-3.43	-0.062	0.185	-0.479
O	-0.371	-5.462	-2.576	-0.193	-0.582	-0.063
O	-3.522	0.94	21.498	0.12	0.425	0.126
O	3.763	4.561	21.24	0.069	-0.159	-0.206
O	-5.455	2.627	21.889	0.089	0.141	0.235
O	-9.666	5.961	22.064	-0.38	-0.564	-0.342
O	1.268	-7.955	23.863	0.516	0.034	-0.067
O	-8.361	-7.674	25.106	0.052	-0.393	0.483
O	4.039	-6.373	23.039	0.188	-0.666	0.38
O	-7.44	-5.421	26.115	0.102	0.374	-0.082
O	-0.153	3.117	-1.79	-0.111	-0.104	0.012
O	-8.35	4.193	23.504	-0.341	-0.462	-0.165
O	-2.25	6.509	24.313	0.288	0.369	0.27
O	4.137	-1.525	23.045	0.549	0.203	0.19
O	-5.86	0.03	22.336	-0.055	-0.18	0.158
O	-5.049	-0.688	25.502	-0.576	0.109	0.206
O	-1.114	-6.947	23.089	-0.155	0.281	0.128
O	-2.687	-0.647	24.335	0.007	0.398	-0.091
O	2.382	-3.133	0.197	-0.381	-0.396	-0.19
O	4.85	7.229	23.365	-0.223	0.479	0.168
O	3.977	1.789	-6.972	0.433	0.337	-0.227
O	1.599	2.701	-7.466	-0.406	-0.088	0.184
O	-5.738	-5.287	0.164	0.13	0.311	-0.152
O	4.47	-5.935	-1.384	-0.3	0.195	0.09
O	1.348	-0.999	-0.938	0.515	0.222	-0.035
O	2.888	2.838	23.004	-0.218	0.287	-0.003
O	-0.46	-1.965	24.697	0.128	0.412	0.232
O	-8.714	6.898	-1.878	0.36	-0.355	-0.042
O	4.522	-1.138	25.634	0.268	-0.33	-0.086
O	-7.881	-5.01	-3.774	0.326	0.268	0.295
O	-0.227	5.192	-0.242	-0.511	0.043	-0.18
O	-4.273	-6.408	-4.941	-0.087	0.048	0.462
O	-4.535	3.184	-6.816	-0.01	0.406	0.008
O	-4.97	-5.974	26.277	-0.005	0.205	-0.13
O	-3.946	-7.896	24.762	-0.399	0.071	0.172
O	-10.194	0.838	26.339	-0.11	0.718	-0.136
O	-1.641	4.337	25.673	-0.213	-0.351	0.181
O	-2.742	2.58	-2.669	-0.001	0.388	0.231
O	-8.076	-2.483	0.052	0.115	0.035	-0.133
O	-10.726	8.176	-0.715	-0.001	0.26	-0.071
O	4.583	-4.023	24.116	-0.301	0.451	0.467
O	-8.48	2.471	0.076	0.001	0.202	-0.312
O	-8.098	-1.941	-2.519	0.29	-0.268	-0.393
O	2.497	-2.896	-5.42	-0.156	-0.139	-0.257
O	-6.703	4.182	-2.303	-0.601	-0.109	0.199
O	0.532	-8.132	-7.167	-0.125	-0.421	-0.141
O	-9.2	-5.565	-1.518	0.132	0.157	0.053
O	5.055	6.126	25.766	0.32	0.507	0.38
O	-2.414	-3.103	23.378	0.345	-0.192	-0.135
O	-10.669	-1.519	-3.049	-0.262	0.595	0.104
O	-9.138	1.742	-6.078	0.276	0.112	-0.576
O	-2.731	7.358	-1.271	0.559	-0.218	0.022
O	4.283	-7.485	-4.873	0.166	0.225	0.194
O	5.33	-0.176	-5.937	-0.349	-0.49	0.62
O	-4.625	-3.856	-5.516	0.121	0.257	0.483
O	-3.171	-5.386	24.494	0.633	-0.002	0.002
O	-1.056	-1.666	-0.086	0.027	-0.161	0.229
O	-8.176	2.214	25.221	0.449	-0.078	-0.04
O	-4.243	7.931	-3.275	-0.269	0.262	0.199
O	-9.408	-5.089	-5.975	-0.222	-0.1	0.214
O	5.376	2.638	21.966	0.043	-0.169	0.334
O	-6.856	-6.585	-1.872	0.289	-0.051	-0.448
O	-5.314	2.971	-4.274	-0.087	0.034	0.194
O	-4.337	1.358	23.994	0.154	0.44	0.109
O	-2.214	-4.742	-5.377	-0.179	0.287	0.409
O	-10.492	3.057	-4.196	-0.486	0.257	0.026
O	-10.838	-3.532	-1.432	0.141	0.189	0.039
O	3.947	5.142	-0.083	-0.248	0.382	-0.155
O	-6.34	6.922	26.18	-0.29	0.35	-0.484
O	3.817	-5.975	25.643	0.239	-0.684	0.002
O	-2.89	5.636	-3.235	-0.404	-0.441	-0.102
O	-1.559	3.914	-4.632	0.206	0.024	-0.605
O	4.843	6.112	-6.455	0.277	0.485	0.019
O	-10.523	0.728	0.338	-0.234	0.448	0.073
O	3.008	-7.442	-7.189	-0.136	0.465	-0.293
O	-5.376	0.867	-5.828	-0.528	0.072	0.289
O	1.954	4.667	-1.685	0.184	0.226	-0.388
O	0.094	-5.685	-6.12	0.293	-0.097	0.393
O	4.142	1.209	-3.341	0.356	-0.556	-0.266
O	4.299	3.475	-2.062	0.152	0.268	-0.34
O	-1.222	4.34	23.142	-0.023	-0.497	0.192
O	-7.175	-3.828	-6.015	-0.268	0.184	-0.2
O	4.697	4.573	23.706	0.041	-0.215	0.062
O	-3.146	0.915	26.377	0.261	0.076	0
O	3.557	8.11	-2.453	-0.417	-0.025	-0.049
O	3.099	0.543	24.208	0.433	0.248	0.41
O	-3.826	7.383	-5.799	-0.397	-0.268	-0.349
O	-7.505	6.711	23.367	0.529	-0.09	0.205
O	1.628	1.395	-2.565	0.127	0.309	0.504
O	2.74	6.214	24.427	0.047	-0.227	0.258
O	3.183	6.453	-4.523	-0.318	0.002	0.219
O	-4.804	-7.592	-0.506	-0.112	-0.508	-0.128
O	1.103	2.055	24.846	-0.437	0.091	0.04
O	2.211	1.907	-5.027	-0.458	0.363	0.248
O	0.229	5.976	24.676	0.034	-0.237	0.609
O	-6.189	8.057	-5.038	-0.408	0.501	0.145
O	-9.277	4.43	26.007	0.09	0.11	0.195
O	-10.866	-6.768	-7.165	-0.032	-0.592	-0.513
O	-6.756	-7.015	23.125	0.416	-0.114	0.579
O	-4.471	0.879	-1.614	-0.41	0.062	-0.651
O	2.049	-4.967	-3.812	0.144	-0.666	0.002
O	-9.545	4.31	-6.35	0.275	0.199	-0.364
O	2.875	-0.632	-6.72	-0.141	0.104	-0.536
O	-1.755	-1.002	-7.413	-0.144	0.16	0.511
O	-2.047	-3.74	-1.381	-0.219	-0.144	-0.284
O	-4.818	5.923	24.312	-0.27	-0.419	-0.24
O	4.41	-3.768	-3.838	0.511	-0.343	-0.074
O	-9.192	-2.893	-4.665	-0.533	0.064	-0.146
O	-4.585	3.455	-1.053	-0.068	-0.015	0.056
O	3.34	-2.152	-2.064	0.015	0.39	-0.298
O	-0.654	0.552	-1.498	-0.607	-0.022	-0.183
O	-6.089	5.418	-4.572	0.638	0.015	0.078
O	-1.388	6.435	-5.247	0.36	-0.015	-0.198
O	-0.092	-3.639	-4.43	0.017	0.697	-0.026
O	-7.899	3.457	-4.516	0.028	-0.055	0.055
O	-8.355	6.668	-4.569	-0.204	-0.381	-0.039
O	-1.781	-7.529	-6.375	-0.137	0.185	0.216
O	-6.68	4.368	25.472	0.079	-0.333	0.245
O	-4.965	6.006	-1.654	-0.031	0.141	0.325
O	-8.787	-0.7	-7.12	-0.302	-0.711	0.225
O	-9.963	1.773	-1.983	0.345	0.039	-0.387
O	-3.066	1.826	-5.143	0.239	-0.328	-0.17
O	3.106	-7.641	0.063	-0.275	0.419	0.021
O	-8.399	-0.322	24.864	-0.238	0.013	-0.097
O	-8.819	-0.301	-4.478	0.382	0.316	0.272
O	-5.801	-1.627	-6.349	-0.331	-0.039	0.203
O	-6.053	-1.25	-1.122	0.174	-0.499	0.044
O	-9.23	-7.809	22.666	-0.083	0.651	-0.066
O	2.31	6.316	-7.068	-0.29	-0.339	-0.199
O	-0.265	5.492	-2.934	0.049	0.247	0.069
O	-4.547	-3.202	24.911	-0.011	-0.054	0.138
O	-7.006	-2.463	25.316	-0.118	-0.489	0.304
O	-10.707	6.984	-3.587	0.031	-0.491	0.212
O	-9.542	-5.367	24.584	-0.107	-0.304	-0.019
O	2.147	-1.835	24.773	-0.091	-0.049	0.061
O	0.493	-1.2	-5.954	-0.169	0.405	0.681
O	-0.691	1.572	-3.886	0.057	-0.412	-0.631
O	2.338	-0.569	-4.16	0.211	-0.29	0.274
O	-0.343	-7.04	25.597	-0.061	-0.055	0.194
O	3.658	-5.204	-5.928	0.241	0.432	-0.276
O	-2.576	-6.302	-1.315	-0.39	0.099	-0.32
O	3.196	4.139	-5.905	0.315	0.06	0.101
O	-6.967	6.318	-6.859	0.131	-0.317	0.092
O	-9.475	-2.722	24.454	-0.306	0.317	0.094
O	-0.457	-5.381	0.015	0.464	0.359	-0.289

Results
total energy: -107355.412 eV
total energy less fixed offsets of O -438.25, Si -107.07 eV per atom: -4.962 eV
